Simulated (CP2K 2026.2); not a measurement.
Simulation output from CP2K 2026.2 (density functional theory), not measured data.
Periodic cell of 504 atoms, Si360O144, from a study of silicon, its oxide and their interface. The atomic structure is a simulated model.
Doubt: the forces sum to 2.73 eV/angstrom along one axis rather than to zero, so they err by at least 0.0054 eV/angstrom per atom on average; the grid cutoff is modest.

Settings: functional PBE; method Gaussian and plane waves; basis set DZVP-MOLOPT-SR-GTH; pseudopotentials GTH-PBE; grid cutoff 350 Ry, relative cutoff 50 Ry; k points Gamma only; occupations fixed; spin none; net charge 0.

Cell vectors (angstrom)
a 16.32 0 0
b 0 16.32 0
c 6.2357 0.1612 33.7144

Atoms and the computed forces on them: element, x, y, z (angstrom), force x, y, z (eV/angstrom)
Si 1.079 15.216 0.011 0.162 -0.136 0.733
Si 4.193 1.246 0.114 -0.139 0.206 0.74
Si 1.146 4.314 0.188 0.093 -0.238 0.756
Si 3.805 6.895 0.283 0.232 -0.073 0.745
Si 1.632 9.132 0.117 -0.144 0.27 0.769
Si 4.333 11.935 0.113 -0.058 0.127 0.706
Si 6.498 15.411 0.005 0.147 -0.333 0.754
Si 15.429 1.839 33.703 0.231 -0.08 0.724
Si 7.174 4 0.283 -0.185 -0.149 0.631
Si 9.837 6.439 0.096 -0.1 0.285 0.724
Si 6.51 9.66 0.042 0.145 -0.117 0.698
Si 15.885 12.2 33.622 -0.211 0.145 0.691
Si 18.566 14.912 33.589 -0.104 0.242 0.676
Si 15.203 1.145 0.099 -0.212 0.123 0.746
Si 12.154 4.322 0.136 0.095 -0.288 0.701
Si 15.242 6.496 0.257 -0.109 0.102 0.754
Si 18.231 10.055 33.62 0.144 -0.343 0.718
Si 20.82 12.663 33.516 0.267 -0.123 0.723
Si 2.668 16.32 1.375 0.004 0.002 -0.041
Si 5.437 2.809 1.368 0.008 -0.001 -0.048
Si 2.637 5.421 1.6 -0.027 -0.01 -0.031
Si 5.447 8.1 1.43 -0.003 -0.015 -0.043
Si 2.714 10.814 1.364 0.004 -0.015 -0.052
Si 5.488 13.631 1.264 -0.018 0.023 -0.038
Si 8.096 0.119 1.366 -0.005 0.007 -0.072
Si 10.893 2.709 1.303 -0.006 0.004 -0.061
Si 8.37 5.417 1.622 -0.004 0.011 -0.037
Si 10.928 8.195 1.215 0.012 0.005 -0.04
Si 8.129 10.857 1.267 0.007 -0.013 -0.029
Si 10.798 13.615 1.248 0.017 -0.024 -0.052
Si 13.542 16.278 1.254 -0.009 -0.009 -0.031
Si 16.331 2.693 1.441 -0.014 0.003 -0.034
Si 13.64 5.422 1.536 0.002 -0.006 -0.026
Si 16.346 8.131 1.489 0.021 -0.003 -0.093
Si 13.566 10.953 1.265 -0.002 0.007 -0.054
Si 16.24 13.562 1.196 -0.019 -0.003 -0.083
Si 1.38 1.36 2.786 0.012 -0.001 0.025
Si 4.096 4.08 2.807 0.011 -0.029 0.021
Si 1.313 6.799 2.923 -0.004 0.012 0.064
Si 4.076 9.482 2.777 -0.011 -0.01 0.031
Si 1.307 12.234 2.609 0.027 0.023 0.002
Si 4.066 14.924 2.667 0.014 0.008 0.011
Si 6.76 1.43 2.772 -0.003 0.014 0.044
Si 9.682 4.017 2.876 0.003 -0.03 0.038
Si 6.857 6.79 2.775 -0.009 0.013 0.019
Si 9.515 9.494 2.625 -0.007 -0.006 0.007
Si 6.834 12.276 2.655 -0.009 -0.017 0.009
Si 9.48 14.997 2.632 -0.008 0.006 -0.006
Si 12.224 1.321 2.65 0.029 0.017 0.013
Si 14.957 4.008 2.832 0.013 -0.01 0.027
Si 12.257 6.889 2.72 -0.016 0.002 0.022
Si 14.929 9.58 2.662 -0.022 -0.013 0.008
Si 12.188 12.28 2.658 0.001 0.014 0.027
Si 14.923 14.926 2.638 -0.002 -0.009 0.037
Si 16.289 16.282 4.046 -0.017 -0.002 -0.014
Si 2.741 2.705 4.144 -0.013 0.005 0.008
Si 16.278 5.4 4.196 0.005 0.014 0.005
Si 2.728 8.166 4.181 0.005 0.003 0.006
Si 16.301 10.907 4.034 0.004 -0.002 0.002
Si 2.687 13.574 4.01 -0.003 0.002 0.003
Si 5.41 16.309 4.06 -0.005 0.006 -0.023
Si 8.182 2.719 4.142 -0.01 -0.003 -0.009
Si 5.47 5.449 4.128 -0.002 0.007 0.005
Si 8.193 8.185 4.086 0.025 0.001 0.007
Si 5.457 10.91 4.042 0.001 -0.004 -0.011
Si 8.169 13.62 4.036 -0.001 -0.009 0.008
Si 10.86 16.309 4.029 -0.006 0 -0.001
Si 13.562 2.648 4.101 -0.017 0.004 -0.003
Si 10.973 5.482 4.139 0.01 -0.003 -0.009
Si 13.606 8.224 4.077 0.01 -0.006 0.012
Si 10.855 10.878 4.008 0.019 -0.012 -0.001
Si 13.572 13.604 4.04 -0.008 0.004 -0.008
Si 17.62 14.953 16.274 0.009 -0.001 -0.021
Si 4.058 1.398 16.281 0.011 -0.006 -0.024
Si 17.677 4.074 16.385 0 -0.007 0.003
Si 4.061 6.808 16.345 -0.007 -0.008 -0.012
Si 17.684 9.485 16.325 -0.028 -0.006 -0.018
Si 4.09 12.219 16.28 0.004 0.009 -0.003
Si 6.825 14.958 16.287 0.002 -0.003 -0.016
Si 9.526 1.364 16.26 0.008 0.007 -0.025
Si 6.785 4.113 16.289 0.009 -0.004 -0.003
Si 9.534 6.82 16.342 0.002 0.003 -0.006
Si 6.807 9.51 16.316 -0.004 -0.006 -0.003
Si 9.552 12.244 16.333 -0.005 0.012 -0.004
Si 12.282 14.952 16.319 0.007 0.009 -0.007
Si 14.965 1.366 16.385 0.012 -0.011 0.003
Si 12.26 4.075 16.349 -0.006 -0.009 -0.002
Si 14.986 6.777 16.314 0.003 0.015 -0.012
Si 12.216 9.534 16.325 -0.001 0.002 -0.006
Si 14.955 12.231 16.313 0 -0.012 -0.009
Si 18.976 16.343 17.563 -0.02 0.008 -0.012
Si 5.399 2.782 17.64 -0.027 -0.005 -0.004
Si 19.025 5.465 17.746 0.009 0.023 -0.001
Si 5.41 8.193 17.687 0.018 0.009 0.002
Si 19.036 10.881 17.644 0.004 -0.008 -0.014
Si 5.484 13.558 17.611 -0.013 0.022 0.007
Si 8.165 16.359 17.623 0.008 0.003 0
Si 10.886 2.667 17.648 -0.014 0.002 -0.012
Si 8.144 5.46 17.657 0.008 0.006 0.022
Si 10.886 8.185 17.731 -0.007 0.01 -0.023
Si 8.212 10.836 17.664 0.01 -0.014 0
Si 10.926 13.617 17.686 0.004 -0.012 0.022
Si 13.63 16.276 17.735 -0.024 0.006 -0.013
Si 16.328 2.712 17.782 -0.005 -0.006 0.033
Si 13.631 5.454 17.697 0.009 0.001 -0.005
Si 16.364 8.083 17.697 0.019 0.007 0.006
Si 13.576 10.894 17.668 -0.007 -0.006 0.009
Si 16.289 13.601 17.681 0.01 0.008 0.006
Si 17.705 1.273 19.095 0.011 -0.024 -0.024
Si 4.087 4.121 19.085 0.007 0.006 0.003
Si 17.697 6.784 19.2 -0.027 0.007 -0.005
Si 4.028 9.551 19.056 0.007 -0.018 -0.014
Si 17.682 12.244 18.982 0.011 0.002 -0.017
Si 4.042 14.968 18.8 0.009 -0.012 -0.039
Si 6.752 1.396 18.929 0.026 -0.007 -0.018
Si 9.503 4.034 18.948 -0.03 0.006 -0.044
Si 6.797 6.855 19.021 0.005 -0.024 -0.025
Si 9.557 9.551 19.134 -0.014 0.01 -0.001
Si 6.843 12.175 18.983 -0.014 0.004 -0.022
Si 9.551 15.029 18.973 0.011 0.026 -0.01
Si 12.211 1.292 19.045 0.007 -0.009 -0.022
Si 14.964 4.138 19.12 0.032 -0.015 -0.01
Si 12.282 6.825 19.053 -0.001 0.013 -0.012
Si 14.936 9.451 18.925 -0.018 -0.006 -0.037
Si 12.285 12.28 19.095 0.029 0.007 -0.04
Si 14.98 14.914 19.144 -0.017 0.019 0.005
Si 16.395 16.167 20.541 0.048 0.047 0.048
Si 19.092 2.689 20.407 -0.001 -0.017 0.061
Si 16.336 5.412 20.625 -0.008 -0.021 0.039
Si 19.039 8.246 20.54 -0.002 -0.01 0.064
Si 16.277 10.838 20.203 -0.016 -0.014 0.045
Si 19.12 13.612 20.225 -0.003 -0.009 0.072
Si 5.353 16.323 20.149 0 -0.008 0.056
Si 8.069 2.73 20.309 0.016 0 0.026
Si 5.437 5.53 20.423 -0.011 0.033 0.059
Si 8.141 8.189 20.448 0.001 0.015 0.035
Si 5.446 10.868 20.38 -0.002 -0.008 0.044
Si 8.227 13.599 20.227 0.015 -0.006 0.037
Si 10.851 16.302 20.492 -0.01 -0.018 0.026
Si 13.564 2.693 20.339 0.019 -0.01 0.034
Si 10.888 5.407 20.267 -0.024 -0.009 0.031
Si 13.663 8.154 20.431 0.014 0.012 0.066
Si 10.954 10.929 20.485 -0.017 -0.013 0.057
Si 13.622 13.609 20.574 -0.051 0.002 0.049
Si 18.185 15.075 21.783 -0.486 -0.286 -0.684
Si 20.281 1.111 21.689 0.239 0.244 -0.688
Si 17.433 3.625 21.77 0.114 0.342 -0.723
Si 4.329 7.093 21.817 -0.136 -0.122 -0.754
Si 17.354 9.434 21.716 0.298 0.105 -0.755
Si 4.386 12.566 21.578 -0.104 -0.24 -0.705
Si 6.558 14.759 21.322 0.1 -0.042 -0.718
Si 9.56 1.578 21.674 -0.186 -0.373 -0.636
Si 7.067 4.381 21.643 -0.17 -0.096 -0.711
Si 9.336 6.517 21.574 0.003 0.216 -0.71
Si 6.524 9.328 21.76 0.243 0.092 -0.736
Si 9.765 12.586 21.67 0.005 -0.19 -0.772
Si 12.002 14.762 21.902 0.202 0.213 -0.711
Si 15.115 1.489 21.611 -0.117 -0.212 -0.736
Si 11.909 3.789 21.604 0.369 0.254 -0.657
Si 15.218 7.095 21.886 -0.199 -0.3 -0.72
Si 12.609 9.782 21.744 -0.211 -0.037 -0.771
Si 14.868 11.939 21.686 0.004 0.244 -0.657
Si 12.834 14.969 30.77 -0.034 0.07 0.16
Si 10.612 8.421 23.597 0.087 0.007 -0.069
Si 18.236 3.738 24.82 -0.101 -0.11 -0.101
Si 12.154 10.979 26.833 -0.1 -0.074 -0.06
Si 5.161 1.386 24.668 -0.039 -0.159 -0.099
Si 15.582 4.364 26.358 -0.07 -0.058 -0.033
Si 11.856 5.798 31.941 -0.016 0.114 0.077
Si 19.198 13.195 24.046 0.1 0.094 -0.092
Si 18.968 9.556 27.948 -0.184 -0.058 0.051
Si 5.035 13.692 26.358 -0.073 -0.034 -0.108
Si 8.435 10.676 23.653 -0.034 0.026 -0.07
Si 20.995 2.576 29.02 0.022 -0.048 0.03
Si 10.534 5.594 27.823 -0.055 0.046 -0.083
Si 7.832 16.397 23.731 0.025 0.158 -0.062
Si 13.547 2.037 26.335 -0.084 -0.028 -0.158
Si 11.003 3.63 29.949 -0.172 0.024 -0.081
Si 11.71 3.079 24.263 0.103 -0.01 0.047
Si 12.007 1.027 28.857 -0.106 -0.022 -0.102
Si 15.055 11.271 26.371 0.026 0.085 0.099
Si 18.426 9.016 30.813 0.093 0.075 0.079
Si 16.217 8.688 26.842 0.05 0.004 -0.083
Si 17.269 0.577 31.576 -0.045 -0.108 0.002
Si 9.196 11.762 26.392 0.031 0 -0.103
Si 5.586 5.437 28.94 -0.003 0.116 0.171
Si 16.6 13.26 28.293 -0.019 0.069 0.007
Si 8.691 2.826 31.596 0.055 -0.028 0.063
Si 7.136 1.026 29.774 0.034 -0.004 0.112
Si 21.427 12.528 30.547 0.038 -0.088 0.112
Si 7.078 8.98 30.907 0.055 -0.103 0.133
Si 9.198 3.625 25.772 0.055 -0.14 0.135
Si 12.314 11.06 29.86 0.072 0.05 0.087
Si 14.624 6.943 24.974 0.144 -0.016 -0.056
Si 15.824 7.427 30.902 -0.017 -0.146 0.092
Si 8.227 7.072 29.08 -0.054 0.107 0.135
Si 13.122 0.514 23.851 -0.066 -0.06 -0.035
Si 16.849 11.496 23.902 0.03 0.115 -0.219
Si 20.846 7.367 31.039 0.123 -0.008 0.075
Si 7.766 9.852 28.273 0.027 -0.039 -0.029
Si 14.777 12.712 30.68 0.042 -0.02 0.111
Si 8.014 14.709 26.076 -0.041 -0.067 -0.048
Si 19.63 2.677 31.749 0.051 0.039 0.118
Si 10.301 13.081 31.003 0.007 -0.02 0.028
Si 19.444 13.893 28.814 -0.042 -0.082 -0.092
Si 7.667 14.421 30.772 0.02 0.042 0.204
Si 9.148 0.962 27.54 0.035 0.029 -0.067
Si 5.192 11.06 27.769 -0.002 0.035 0.069
Si 6.289 4.071 24.594 -0.013 -0.004 -0.131
Si 17.571 16.044 28.675 -0.045 0.078 -0.021
Si 16.739 6.149 28.432 0.096 0.018 -0.011
Si 13.076 8.429 30.941 -0.001 0.047 0.185
Si 20.34 5.945 24.693 0.044 0.053 -0.221
Si 11.886 7.931 26.219 -0.006 -0.071 0.007
Si 19.663 6.775 27.354 -0.118 0.009 -0.024
Si 19.292 1.439 26.613 0.017 -0.15 0.069
Si 1.347 14.935 5.401 0.01 0.008 0.003
Si 4.084 1.328 5.471 0.026 0.001 0.019
Si 1.37 4.06 5.498 0.005 -0.009 0.014
Si 4.104 6.798 5.493 0.001 -0.003 0.012
Si 1.334 9.558 5.445 -0.012 -0.009 0.013
Si 4.065 12.243 5.398 -0.01 0.001 0.002
Si 6.794 14.958 5.408 -0.007 0.011 0.005
Si 9.525 1.326 5.452 0.009 0.018 0.007
Si 6.822 4.086 5.483 -0.001 -0.007 0.013
Si 9.539 6.809 5.451 -0.007 0.003 0.008
Si 6.816 9.553 5.421 -0.019 -0.009 0.002
Si 9.52 12.247 5.394 0.018 0.005 0.011
Si 12.223 14.961 5.408 0.003 0 0.009
Si 14.947 1.31 5.442 0.004 -0.002 0.009
Si 12.28 4.074 5.477 0.002 0.024 0.011
Si 14.925 6.826 5.468 -0.002 -0.009 0.012
Si 12.221 9.556 5.42 -0.012 0.001 0.006
Si 14.941 12.251 5.408 0.002 0.001 0.003
Si 2.701 16.29 6.795 -0.006 0.001 0
Si 5.451 2.705 6.814 0.002 -0.002 -0.002
Si 2.732 5.434 6.836 0.005 -0.002 0.003
Si 5.467 8.185 6.806 0.003 -0.001 0.003
Si 2.715 10.901 6.792 0.001 0.001 0
Si 5.426 13.602 6.769 0.004 0.001 -0.007
Si 8.153 16.297 6.799 -0.002 -0.008 0.001
Si 10.877 2.717 6.801 0.002 0.003 -0.009
Si 8.177 5.457 6.823 -0.004 0.005 0.002
Si 10.889 8.179 6.799 0.006 -0.012 -0.002
Si 8.167 10.903 6.786 0 0.007 -0.004
Si 10.877 13.595 6.774 0.001 -0.01 0.007
Si 13.58 16.297 6.802 0.001 0.01 0
Si 16.309 2.685 6.809 -0.005 0.002 0
Si 13.608 5.445 6.841 0.002 -0.007 0.004
Si 16.311 8.179 6.805 0.004 -0.004 -0.002
Si 13.594 10.894 6.785 -0.004 -0.003 0.008
Si 16.312 13.592 6.78 -0.007 0.001 -0.005
Si 17.674 1.334 8.164 -0.004 -0.006 0
Si 4.091 4.065 8.177 0.004 -0.001 0.001
Si 17.678 6.811 8.161 0 -0.001 0.004
Si 4.078 9.534 8.149 -0.002 0.003 -0.004
Si 17.675 12.248 8.158 0.002 -0.002 -0.005
Si 4.076 14.949 8.155 -0.001 0.002 -0.005
Si 6.81 1.348 8.169 0 0.005 0.001
Si 9.526 4.078 8.171 -0.004 -0.003 0.002
Si 6.813 6.817 8.172 0.006 -0.003 -0.001
Si 9.522 9.536 8.151 0.006 -0.004 -0.006
Si 6.792 12.251 8.141 -0.004 -0.004 -0.003
Si 9.517 14.944 8.152 -0.005 0.004 -0.005
Si 12.237 1.358 8.16 0.002 0.005 -0.008
Si 14.972 4.072 8.172 0.013 0.026 0.003
Si 12.232 6.808 8.174 -0.008 -0.012 -0.002
Si 14.946 9.531 8.161 -0.004 -0.006 -0.01
Si 12.239 12.247 8.149 0.003 0.009 0
Si 14.955 14.946 8.151 0.002 -0.002 0.004
Si 16.312 16.303 9.521 -0.005 0.005 -0.003
Si 2.716 2.705 9.519 -0.001 0 -0.002
Si 16.325 5.442 9.523 0.008 -0.016 0.004
Si 2.722 8.17 9.513 0.005 -0.003 -0.002
Si 16.318 10.882 9.518 0.003 0 0.005
Si 2.718 13.599 9.523 0.004 0.009 0.002
Si 5.435 16.313 9.519 0.001 0.003 -0.002
Si 8.165 2.715 9.527 -0.003 0.001 0.002
Si 5.451 5.441 9.52 -0.005 0.006 -0.001
Si 8.174 8.174 9.524 -0.004 0.005 0
Si 5.439 10.891 9.51 0 -0.001 -0.005
Si 8.153 13.597 9.515 0.002 -0.001 -0.003
Si 10.873 16.316 9.512 -0.003 -0.003 -0.003
Si 13.597 2.719 9.522 -0.002 0.003 -0.004
Si 10.881 5.441 9.533 -0.001 0.008 0.005
Si 13.599 8.162 9.527 0 -0.009 0.001
Si 10.886 10.882 9.513 -0.002 0 -0.003
Si 13.6 13.595 9.517 0.003 -0.002 -0.001
Si 17.679 14.956 10.886 0.002 0 0.005
Si 4.075 1.354 10.883 -0.001 0.001 0
Si 17.682 4.076 10.874 0 0.01 0.002
Si 4.083 6.804 10.866 0 -0.003 0.002
Si 17.677 9.517 10.88 0.006 -0.007 0.002
Si 4.08 12.24 10.883 0.003 -0.003 0
Si 6.8 14.959 10.881 -0.003 -0.002 0.001
Si 9.527 1.359 10.887 0.001 0.001 0
Si 6.805 4.08 10.884 0.006 -0.001 0.002
Si 9.524 6.808 10.888 -0.008 -0.003 0.003
Si 6.8 9.53 10.868 -0.006 0.002 0
Si 9.521 12.237 10.869 -0.004 -0.002 0
Si 12.238 14.961 10.867 0.002 0.006 -0.005
Si 14.956 1.354 10.872 0.014 0.003 -0.002
Si 12.246 4.082 10.89 -0.003 0.002 0.002
Si 14.96 6.796 10.885 0.004 -0.002 0.001
Si 12.239 9.521 10.884 -0.004 0.002 -0.002
Si 14.96 12.239 10.881 -0.01 0.004 0.002
Si 2.712 16.323 12.248 0.001 0.005 0.001
Si 5.433 2.724 12.238 -0.009 0.002 0
Si 2.719 5.447 12.222 0.007 -0.005 0.003
Si 5.446 8.161 12.224 0.004 0.003 -0.003
Si 2.721 10.873 12.238 0.002 0.004 0.007
Si 5.44 13.603 12.246 0.004 0.005 0.002
Si 8.165 16.318 12.242 0 0.005 0.005
Si 10.887 2.723 12.252 0.004 0.002 0.005
Si 8.164 5.445 12.243 -0.002 0.004 0.003
Si 10.888 8.159 12.253 -0.002 -0.002 0.007
Si 8.162 10.881 12.23 -0.001 -0.004 -0.003
Si 10.887 13.594 12.223 -0.007 0.004 -0.005
Si 13.592 16.321 12.228 -0.008 -0.002 -0.004
Si 16.315 2.717 12.229 -0.005 -0.004 -0.003
Si 13.606 5.438 12.257 0.002 -0.003 0.004
Si 16.319 8.153 12.248 -0.002 -0.008 0.004
Si 13.604 10.875 12.24 0.005 -0.006 0.001
Si 16.321 13.595 12.245 0.005 0.004 0.003
Si 17.667 1.371 13.602 -0.01 0.014 0.003
Si 4.07 4.097 13.588 -0.005 0.006 0.008
Si 17.68 6.784 13.602 0.01 0 0.004
Si 4.087 9.508 13.589 0.001 -0.015 -0.001
Si 17.677 12.223 13.601 0.002 -0.005 0.008
Si 4.073 14.963 13.604 0.003 0 0.003
Si 6.798 1.364 13.591 0.002 0.001 0.007
Si 9.532 4.098 13.606 -0.01 0.004 0.001
Si 6.798 6.806 13.595 -0.002 -0.005 0
Si 9.514 9.522 13.596 -0.012 0.011 0.003
Si 6.814 12.242 13.594 -0.005 0 -0.004
Si 9.54 14.952 13.589 0.018 -0.011 -0.005
Si 12.255 1.363 13.608 0.001 -0.007 0.001
Si 14.966 4.063 13.609 0.015 -0.013 0.001
Si 12.251 6.802 13.621 -0.003 0.004 0.014
Si 14.957 9.515 13.607 -0.006 0.006 0.001
Si 12.243 12.237 13.59 -0.002 0.005 -0.01
Si 14.95 14.966 13.584 -0.004 0.013 -0.002
Si 16.282 16.342 14.951 -0.002 -0.017 -0.001
Si 19.017 2.755 14.95 0.005 -0.004 -0.001
Si 16.334 5.409 14.97 -0.01 -0.002 -0.001
Si 19.043 8.15 14.952 0.013 0.003 0.002
Si 16.322 10.86 14.973 -0.001 -0.008 -0.01
Si 19.027 13.593 14.953 -0.006 0.001 -0.004
Si 5.437 16.329 14.957 -0.003 0.011 0.001
Si 8.152 2.74 14.939 0.005 -0.003 -0.003
Si 5.417 5.464 14.951 0.003 0.002 0.002
Si 8.166 8.153 14.959 -0.009 0.002 0
Si 5.458 10.866 14.937 0.007 0.003 -0.001
Si 8.189 13.593 14.951 0.008 0.005 -0.005
Si 10.905 16.304 14.951 -0.009 0.003 -0.008
Si 13.614 2.712 14.989 -0.002 0.008 0.005
Si 10.895 5.445 14.99 -0.003 -0.003 0.002
Si 13.607 8.164 14.988 0.01 0 -0.001
Si 10.877 10.884 14.946 -0.002 -0.01 0.005
Si 13.61 13.593 14.942 0 -0.002 -0.001
O 19.053 16.421 22.001 -0.389 0.269 0.168
O 12.036 9.369 26.931 0.026 0.02 0.415
O 7.222 9.625 32.373 -0.225 0.28 -0.217
O 13.752 10.857 22.255 -0.13 -0.059 0.391
O 17.787 15.507 32.262 -0.168 -0.173 -0.138
O 15.911 12.387 22.887 0.016 0.447 0.222
O 9.776 2 32.464 0.035 0.099 -0.374
O 8.059 3.979 32.517 0.032 0.24 -0.071
O 14.659 6.707 23.369 -0.16 -0.168 0.072
O 8.982 13.629 30.244 0.108 0.081 -0.397
O 17.043 11.113 33.234 -0.185 0.07 -0.476
O 7.594 10.1 29.867 0.047 0.488 0.141
O 8.389 10.988 25.22 -0.227 -0.015 0.02
O 18.142 3.788 23.215 0.397 -0.097 0.016
O 5.697 3.828 28.907 0.377 -0.207 -0.047
O 14.359 3.02 33.275 -0.062 0.095 -0.34
O 8.928 1.118 23.131 0.228 0.253 0.28
O 21.338 5.988 30.357 -0.051 -0.159 0.115
O 5.459 8.196 22.275 0.155 -0.14 0.187
O 11.88 1.547 23.706 -0.585 -0.094 -0.394
O 8.228 5.441 22.119 0.145 0.095 0.272
O 20.063 13.288 30.162 -0.487 0.245 0.477
O 16.211 2.593 22.1 0.046 -0.082 0.157
O 16.969 0.509 29.974 -0.458 0.154 -0.111
O 6.662 0.765 24.62 0.215 0.174 0.32
O 12.017 9.028 23.07 0.138 -0.003 0.631
O 20.795 7.261 32.64 -0.229 0.342 -0.096
O 12.385 11.52 28.326 -0.034 0.554 -0.12
O 17.994 12.327 24.69 -0.033 0.162 0.696
O 18.493 2.304 25.503 -0.281 -0.127 -0.058
O 10.61 2.816 21.845 -0.333 0.213 -0.035
O 9.027 8.21 33.462 -0.039 0.191 -0.385
O 9.267 2.142 26.435 0.052 -0.084 -0.08
O 6.455 3.755 23.012 -0.029 -0.207 0.008
O 16.494 6.217 30.037 0.255 -0.525 0.143
O 17.595 10.313 23.075 0.614 -0.084 0.487
O 15.277 12.784 32.221 0.028 0.424 -0.167
O 7.029 6.082 28.647 -0.085 -0.156 -0.218
O 19.174 4.035 32.489 0.231 0.437 -0.416
O 18.503 9.919 29.466 -0.11 0.461 0.058
O 4.59 1.426 23.154 0.145 0.153 0.119
O 18.381 14.368 23.255 -0.054 0.287 0.451
O 13.29 9.08 32.414 0.509 -0.067 -0.02
O 9.858 12.743 32.519 -0.709 0.062 0.147
O 7.908 14.803 32.326 0.489 -0.267 -0.086
O 9.615 6.278 28.967 0.152 -0.241 0.598
O 21.845 8.585 30.637 -0.299 0.245 -0.286
O 10.195 7.068 22.839 -0.009 -0.137 0.315
O 11.646 10.961 33.31 0.085 -0.019 -0.507
O 13.387 15.335 32.248 0.427 0.099 -0.047
O 10.957 11.737 30.411 -0.153 -0.458 0.054
O 15.384 6.937 32.378 -0.39 0.119 -0.244
O 18.263 6.123 27.867 0.044 -0.358 0.11
O 14.496 8.082 30.259 0.181 0.011 -0.57
O 12.58 15.394 23.318 -0.088 -0.112 0.633
O 16.063 7.534 27.948 -0.499 0.093 0.449
O 19.843 7.052 25.76 -0.199 0.58 -0.084
O 17.271 5.57 33.39 0.061 0.157 -0.439
O 7.019 10.14 23.095 -0.506 0.182 0.403
O 12.471 3.077 25.693 0.024 0.633 0.427
O 8.505 15.227 24.617 0.462 -0.114 -0.189
O 10.498 6.194 32.701 -0.518 -0.295 -0.279
O 8.502 15.884 27.066 -0.218 -0.267 0.144
O 16.895 8.615 31.06 -0.227 0.454 0.158
O 6.382 13.498 30.549 0.091 -0.036 -0.273
O 7.401 15.773 29.95 0.011 -0.013 -0.588
O 18.421 1.642 31.888 -0.053 0.053 0.093
O 15.753 12.544 27.106 -0.218 0.211 -0.056
O 19.976 12.223 22.997 0.023 -0.528 0.336
O 7.959 7.636 30.589 0.157 -0.481 0.492
O 11.677 4.454 31.124 0.4 -0.177 0.03
O 6.27 5.58 33.451 0.057 0.218 -0.24
O 13.241 7.627 25.417 -0.055 0.078 -0.091
O 9.646 4.87 26.696 -0.361 0.381 0.055
O 8.885 12.038 22.922 -0.108 0.16 0.315
O 5.579 12.211 26.705 0.412 -0.307 -0.19
O 6.386 14.553 26.093 -0.224 0.398 0.018
O 14.386 0.905 22.936 0.099 -0.345 0.178
O 11.529 6.72 27.227 0.172 -0.017 0.155
O 11.317 4.389 28.561 0.503 -0.2 -0.066
O 12.388 4.076 23.16 0.231 0.547 0.367
O 14.636 5.495 25.7 -0.634 -0.276 0.142
O 20.093 2.321 27.71 -0.075 0.524 0.154
O 5.592 1.283 29.36 -0.214 -0.51 -0.218
O 12.274 7.038 31.025 -0.039 -0.119 -0.586
O 18.877 15.321 29.278 0.331 0.329 0.379
O 20.935 2.064 32.465 0.406 0.038 -0.404
O 11.521 0.289 33.371 0.024 -0.02 -0.23
O 20.867 5.81 27.775 0.02 -0.108 -0.304
O 20.45 0.66 25.724 0.186 -0.652 -0.058
O 16.496 14.899 28.206 -0.392 0.309 -0.165
O 19.985 10.674 27.4 -0.18 0.266 -0.468
O 21.282 11.994 32.082 0.153 -0.603 -0.121
O 15.206 9.897 27.23 -0.151 -0.017 0.44
O 6.194 0.181 33.314 -0.081 -0.109 -0.494
O 21.596 11.461 29.343 -0.154 -0.489 0.046
O 16.049 12.625 29.687 0.145 -0.17 0.014
O 20.286 13.727 25.126 0.057 0.142 -0.174
O 8.32 8.344 28.066 0.426 0.022 -0.501
O 9.499 9.532 23.296 -0.068 0.089 -0.467
O 19.495 4.659 25.142 0.285 -0.241 0.222
O 19.331 7.694 30.603 -0.087 -0.215 -0.393
O 8.144 1.56 28.642 -0.062 0.674 0.021
O 13.48 11.48 26.032 -0.042 0.416 -0.315
O 10.805 11.618 26.186 0.083 0.054 -0.111
O 15.842 7.938 25.439 0.348 0.173 -0.155
O 10.858 13.647 22.288 -0.115 -0.118 0.392
O 15.936 1.112 32.328 -0.328 -0.329 -0.263
O 20.031 6.445 23.184 -0.585 -0.075 0.072
O 5.529 13.673 21.987 -0.047 0.117 0.498
O 16.346 8.236 22.168 0.007 0.127 0.274
O 5.586 5.517 24.796 0.506 0.411 0.049
O 19.705 13.817 33.135 0.168 0.176 -0.447
O 13.699 11.502 30.588 0.179 -0.238 0.287
O 15.839 10.931 25.007 -0.061 -0.559 0.083
O 19.847 8.21 28.038 0.392 0.011 0.434
O 16.885 4.339 25.424 -0.11 0.378 -0.004
O 7.157 15.69 22.481 -0.155 -0.03 0.121
O 19.955 2.929 30.205 -0.379 0.46 -0.359
O 17.726 9.309 26.928 0.166 0.175 -0.448
O 12.638 16.15 29.713 0.199 -0.117 -0.114
O 13.102 1.536 27.79 0.388 0.026 0.244
O 5.341 2.905 25.189 -0.276 0.374 0.685
O 8.752 13.315 26.435 0.062 0.026 0.347
O 11.417 14.237 30.969 -0.151 0.353 -0.065
O 7.505 1.843 31.121 -0.235 -0.002 0.137
O 14.92 2.89 26.433 0.348 -0.235 0.243
O 15.988 4.842 27.854 -0.121 -0.423 0.427
O 18.929 9.742 32.169 0.616 0.291 -0.121
O 7.714 4.002 25.31 0.072 0.316 0.008
O 10.678 8.078 25.158 -0.449 0.043 0.195
O 11.696 2.19 29.917 0.176 -0.138 0.536
O 10.629 0.622 28.108 0.054 -0.193 -0.174
O 13.641 0.703 25.385 0.059 -0.331 0.173
O 8.776 10.991 27.749 0.303 0.332 0.179
O 12.987 5.379 32.999 0.278 0.316 0.005
O 18.13 0.59 27.405 -0.116 -0.09 -0.319
O 18.212 12.987 28.233 0.292 -0.69 -0.182
O 6.309 9.913 27.561 -0.35 -0.519 -0.378
O 13.985 14.022 30.174 0.284 -0.008 -0.519
O 10.193 3.552 24.503 -0.175 0.064 -0.359
O 9.429 3.478 30.311 -0.259 0.01 -0.264
O 20.563 14.174 27.685 0.226 0.259 0.003
O 12.223 9.458 30.036 -0.412 -0.207 -0.351

Results
total energy: -101655.193 eV
total energy less fixed offsets of O -438.35, Si -107.03 eV per atom: -1.993 eV
